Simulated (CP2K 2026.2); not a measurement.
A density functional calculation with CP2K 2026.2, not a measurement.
Periodic cell of 504 atoms, Si360O144, from a study of silicon, its oxide and their interface. The atomic structure is a simulated model.
Doubt: the forces sum to 1.44 eV/angstrom along one axis rather than to zero, so they err by at least 0.0029 eV/angstrom per atom on average; the grid cutoff is modest.

Settings: functional PBE; method Gaussian and plane waves; basis set DZVP-MOLOPT-SR-GTH; pseudopotentials GTH-PBE; grid cutoff 350 Ry, relative cutoff 50 Ry; k points Gamma only; occupations fixed; spin none; net charge 0.

Cell vectors (angstrom)
a	16.32	0	0
b	0	16.32	0
c	-7.2755	7.4054	33.5901

Atoms and the computed forces on them: element, x, y, z (angstrom), force x, y, z (eV/angstrom)
Si	1.032	15.422	0.211	0.099	0.054	0.778
Si	4.351	1.352	0.01	-0.261	0.231	0.696
Si	1.152	4.226	0.098	0.317	-0.287	0.629
Si	3.748	6.866	0.236	0.158	0.007	0.682
Si	1.607	9.1	0.188	-0.046	0.118	0.7
Si	4.259	11.855	0.171	0.013	0.122	0.719
Si	-0.901	22.598	33.506	0.354	-0.231	0.671
Si	9.235	1.677	0.16	-0.029	-0.13	0.783
Si	7.219	4.007	0.202	-0.168	-0.023	0.701
Si	2.698	14.001	33.559	-0.257	0.209	0.691
Si	-0.874	16.991	33.514	0.25	-0.101	0.657
Si	2.469	19.209	33.451	-0.099	0.203	0.693
Si	5.179	22.109	33.477	-0.097	0.128	0.782
Si	7.922	8.717	33.586	-0.264	0.071	0.689
Si	11.977	4.201	0.204	0.239	-0.062	0.69
Si	15.284	6.544	0.213	-0.39	0.181	0.699
Si	12.116	9.752	0.116	0.132	0.001	0.657
Si	7.612	20.094	33.405	0.089	-0.243	0.666
Si	2.739	16.519	1.35	0.024	-0.005	-0.024
Si	5.528	2.83	1.38	0.016	0.029	-0.065
Si	2.644	5.345	1.54	-0.013	-0.004	-0.049
Si	5.371	8.096	1.403	-0.009	-0.005	-0.05
Si	2.699	10.745	1.466	-0.011	0.004	-0.036
Si	5.397	13.568	1.321	-0.01	-0.003	-0.009
Si	8.071	16.274	1.234	0.008	0.011	-0.046
Si	10.784	2.748	1.547	-0.019	0.002	-0.045
Si	8.375	5.552	1.442	0.022	0.02	-0.042
Si	10.959	8.177	1.396	-0.002	0.005	-0.032
Si	8.112	10.735	1.188	-0.04	-0.003	-0.041
Si	10.862	13.504	1.161	0.012	-0.006	-0.031
Si	13.554	16.371	1.194	0.023	-0.02	-0.031
Si	0.025	2.703	1.461	-0.017	-0.007	-0.062
Si	13.599	5.414	1.399	0.001	-0.003	-0.037
Si	0.029	8.099	1.558	0.008	-0.008	-0.057
Si	13.741	11.022	1.2	0.021	0.036	-0.052
Si	-0.055	13.738	1.409	0.019	0.007	-0.036
Si	1.411	1.425	2.824	-0.001	-0.014	0.03
Si	4.126	4.073	2.793	-0.002	-0.029	0.007
Si	1.325	6.714	2.916	0.008	-0.015	0.041
Si	4.066	9.441	2.84	-0.002	-0.022	0.04
Si	1.326	12.257	2.669	0.019	0.016	-0.005
Si	4.026	14.976	2.656	-0.004	0.027	0.002
Si	6.796	1.337	2.705	0.005	0.006	0.038
Si	9.554	4.162	2.904	-0.03	-0.004	0.056
Si	6.838	6.807	2.711	0.001	0.001	0.014
Si	9.464	9.467	2.672	0.014	0.032	0.015
Si	6.845	12.207	2.612	-0.012	-0.046	-0.01
Si	9.511	14.911	2.543	0.013	0.01	-0.014
Si	12.229	1.325	2.687	0.033	-0.001	0.019
Si	14.939	4.057	2.774	-0.004	-0.014	0.033
Si	12.294	6.817	2.767	0.002	-0.007	0.019
Si	14.962	9.602	2.68	-0.041	-0.003	0.015
Si	12.266	12.254	2.62	0.008	0.007	0.025
Si	14.864	15.055	2.724	-0.02	0.022	0.028
Si	-0.009	16.342	4.085	-0.012	-0.016	-0.007
Si	2.765	2.746	4.176	-0.018	0.012	-0.002
Si	-0.057	5.382	4.204	0.005	0.009	0
Si	2.714	8.106	4.198	0.017	0.005	-0.006
Si	-0.006	10.916	4.07	0.002	0.003	0.002
Si	2.695	13.608	4.036	-0.009	0.021	0.019
Si	5.417	16.302	4.05	-0.015	0.024	-0.039
Si	8.143	2.711	4.106	-0.014	0.002	-0.02
Si	5.483	5.454	4.102	0.001	0.012	0.008
Si	8.15	8.164	4.104	0.019	-0.018	0.002
Si	5.471	10.887	4.053	-0.007	-0.004	-0.03
Si	8.186	13.577	3.985	-0.003	-0.009	-0.003
Si	10.848	16.265	3.992	-0.027	-0.007	0.013
Si	13.579	2.678	4.09	0.007	0.013	-0.01
Si	10.951	5.492	4.187	0.007	-0.004	-0.003
Si	13.626	8.222	4.076	0.025	-0.019	0.003
Si	10.878	10.872	3.978	0.032	-0.02	-0.021
Si	13.542	13.635	4.057	-0.009	-0.005	-0.029
Si	1.324	14.935	16.291	-0.001	-0.017	-0.021
Si	4.101	17.668	16.299	0.001	0.01	-0.007
Si	1.324	4.094	16.268	-0.003	0.004	-0.013
Si	4.087	6.823	16.297	0.006	-0.002	-0.003
Si	1.353	9.509	16.302	0.001	0.001	-0.016
Si	4.077	12.226	16.289	-0.001	-0.005	-0.008
Si	6.802	14.951	16.313	-0.001	0.001	-0.006
Si	9.539	17.688	16.338	-0.003	0.015	-0.011
Si	6.831	4.08	16.323	-0.017	0.008	-0.016
Si	9.556	6.789	16.325	-0.001	0.004	-0.009
Si	6.819	9.544	16.306	0.006	-0.001	-0.007
Si	9.535	12.251	16.364	-0.013	0.015	-0.008
Si	12.215	14.959	16.347	-0.002	-0.001	-0.004
Si	-1.41	17.667	16.328	-0.003	-0.012	-0.011
Si	12.245	4.068	16.334	0.003	-0.006	-0.011
Si	-1.356	6.81	16.334	0.003	0.001	0
Si	12.246	9.524	16.355	-0.004	-0.002	-0.01
Si	-1.362	12.241	16.314	0.008	-0.002	-0.005
Si	2.73	16.266	17.6	-0.012	-0.002	-0.002
Si	5.461	19.037	17.659	0.014	-0.013	0.002
Si	2.65	5.496	17.603	-0.013	0.006	-0.018
Si	5.467	8.183	17.646	-0.017	-0.008	0.027
Si	2.703	10.878	17.638	-0.002	0	0.009
Si	5.439	13.57	17.652	-0.006	-0.008	-0.001
Si	8.162	16.321	17.658	0.009	-0.001	0.009
Si	10.908	19.03	17.728	0.013	-0.005	-0.009
Si	8.233	5.405	17.687	0.004	-0.008	-0.003
Si	10.882	8.158	17.71	-0.003	-0.015	0.014
Si	8.172	10.88	17.708	0.017	-0.007	-0.001
Si	10.898	13.598	17.752	-0.016	0.005	0.004
Si	-2.792	16.335	17.727	0.006	0.014	-0.011
Si	-0.022	19.042	17.622	-0.002	0.015	0.011
Si	-2.723	5.443	17.678	0.013	0	0.014
Si	0.019	8.16	17.703	0.007	-0.007	-0.003
Si	-2.689	10.884	17.697	-0.018	0.006	0.004
Si	-0.053	13.623	17.69	0.01	0.007	0.014
Si	1.351	17.626	18.89	-0.017	0.004	-0.032
Si	4.012	20.445	18.869	-0.017	-0.004	-0.032
Si	1.353	6.799	19.096	0.015	-0.016	-0.022
Si	4.038	9.495	18.992	0.004	0.001	-0.045
Si	1.345	12.253	18.988	0.015	-0.007	-0.044
Si	4.058	14.907	18.988	-0.001	0.004	-0.021
Si	6.837	17.678	19.037	-0.003	0.008	-0.035
Si	9.579	20.371	19.114	-0.03	0.017	0
Si	6.909	6.848	18.954	0.003	0.043	-0.022
Si	9.557	9.548	19.085	-0.013	0.013	-0.023
Si	6.762	12.213	19.044	0.007	-0.017	0.001
Si	9.489	14.98	19.064	0.003	0.008	-0.029
Si	-4.117	17.681	19.169	0.004	-0.028	0.001
Si	-1.358	20.394	19.015	-0.016	0.008	-0.031
Si	-4.073	6.794	19.065	0.004	-0.009	-0.042
Si	-1.323	9.529	19.059	0.011	-0.002	-0.001
Si	-4.002	12.24	19.097	0.003	0.014	-0.016
Si	-1.452	14.969	19.071	0	-0.021	-0.027
Si	-0.039	16.37	20.298	0.023	0.019	0.043
Si	2.684	19.019	20.178	-0.013	0.026	0.027
Si	-0.011	5.404	20.426	0.006	0.008	0.032
Si	2.721	8.169	20.448	-0.013	0.014	0.061
Si	0.021	10.916	20.396	0.018	0.007	0.068
Si	2.696	13.594	20.373	-0.012	-0.027	0.069
Si	5.416	16.261	20.303	0.02	-0.018	0.037
Si	8.241	18.994	20.473	0.012	-0.023	0.053
Si	5.414	5.513	20.114	-0.028	0.031	0.018
Si	8.209	8.178	20.448	-0.009	-0.023	0.04
Si	5.362	10.853	20.365	-0.032	-0.003	0.057
Si	8.117	13.572	20.383	0.024	0.017	0.05
Si	10.782	16.337	20.537	-0.037	-0.006	0.08
Si	-2.687	19.067	20.445	0.013	0.015	0.076
Si	10.926	5.412	20.489	0.029	0	0.07
Si	-2.653	8.141	20.393	-0.002	-0.019	0.055
Si	11.007	10.846	20.448	-0.001	-0.018	0.025
Si	-2.737	13.621	20.554	-0.008	0.006	0.037
Si	1.109	14.831	21.584	0.211	0.063	-0.701
Si	4.295	17.942	21.448	-0.256	-0.328	-0.627
Si	1.181	20.081	21.592	0.031	0.176	-0.683
Si	4.407	7.002	21.608	-0.233	-0.047	-0.727
Si	1.56	9.779	21.744	-0.089	-0.221	-0.716
Si	3.78	11.978	21.704	0.149	0.168	-0.812
Si	6.897	15.105	21.688	-0.145	-0.198	-0.76
Si	9.141	17.341	21.974	0.338	0.311	-0.712
Si	6.52	20.255	21.359	0.311	0.138	-0.606
Si	9.875	7.086	21.747	-0.287	-0.237	-0.695
Si	6.522	9.3	21.672	0.202	0.081	-0.725
Si	9.741	12.411	21.608	-0.126	-0.141	-0.775
Si	-4.45	14.708	21.812	0.316	0.175	-0.72
Si	-1.073	17.93	21.713	-0.146	-0.106	-0.704
Si	-3.783	20.63	21.818	-0.156	-0.133	-0.727
Si	-1.587	6.552	21.745	0.21	0.079	-0.729
Si	-4.112	9.282	21.812	0.166	0.326	-0.662
Si	-1.03	12.511	21.765	-0.283	-0.159	-0.711
Si	1.635	19.256	30.452	0.056	-0.079	0.043
Si	9.311	16.815	30.992	0.029	-0.127	0.033
Si	2.785	12.69	28.208	0.022	0.104	-0.164
Si	-4.601	21.071	31.773	0.055	-0.028	0.021
Si	9.461	9.957	28.222	-0.019	-0.057	0.031
Si	-4.404	21.44	27.122	0.008	0.11	-0.079
Si	-5.701	11.356	30.533	-0.15	0.113	0.179
Si	-0.525	8.81	26.298	-0.023	0.05	0.01
Si	6.267	7.159	25.57	0.063	0.009	-0.067
Si	2.246	15.166	24.338	-0.03	-0.087	0.042
Si	1.547	7.485	29.286	-0.016	-0.046	0.13
Si	0.873	21.131	28.193	0.1	-0.054	0.053
Si	4.64	9.486	26.458	0.049	-0.055	0.05
Si	-0.463	17.579	28.911	0.088	0.11	-0.039
Si	3.946	18.513	24.289	0.083	-0.087	-0.152
Si	9.86	17.594	25.106	-0.098	-0.055	-0.221
Si	9.85	14.207	29.493	-0.024	-0.031	-0.016
Si	-1.903	21.842	30.805	0.127	0.029	0.153
Si	-1.293	8.033	29.145	0.067	0.076	0.027
Si	3.894	17.362	29.498	-0.098	-0.02	0.049
Si	0.456	16.467	26.255	0.012	-0.102	-0.039
Si	8.375	12.185	26.418	-0.001	0.028	-0.002
Si	2.327	14.739	30.461	0.066	-0.073	0.159
Si	7.614	19.331	26.361	-0.04	0.011	0.019
Si	4.924	18.4	26.882	0.014	0.04	-0.017
Si	8.353	10.596	23.771	0.015	-0.083	-0.127
Si	-1.817	12.417	24.7	0.027	0.001	-0.009
Si	7.615	7.541	28.269	0.131	0.009	0.029
Si	-3.088	9.871	24.829	-0.098	-0.105	-0.046
Si	-0.641	15.417	30.703	0.025	0.063	0.278
Si	2.614	5.594	23.612	0.039	-0.072	0.013
Si	-3.002	10.144	30.742	0.017	-0.098	0.246
Si	9.001	21.251	28.218	-0.045	0.008	0.002
Si	-4.085	19.553	24.727	-0.048	-0.018	-0.095
Si	-1.799	12.813	31.702	-0.039	-0.015	0.172
Si	6.055	20.723	24.168	0.083	0.039	-0.079
Si	-5.058	8.076	26.622	-0.063	-0.02	-0.048
Si	6.528	10.711	31.557	0.062	-0.05	0.144
Si	-3.511	14.997	24.74	-0.132	-0.024	-0.07
Si	3.509	7.516	31.449	0.065	-0.116	0.085
Si	-1.911	17.524	24.656	-0.021	-0.045	-0.141
Si	5.529	8.886	29.499	-0.005	-0.086	-0.08
Si	4.984	13.885	23.879	-0.073	-0.01	-0.172
Si	9.099	7.807	24.445	0.089	-0.032	-0.011
Si	0.582	13.564	26.059	0.008	-0.021	-0.035
Si	2.036	9.84	27.542	-0.166	0.035	-0.085
Si	9.335	19.682	30.663	-0.084	0.036	0.257
Si	10.236	14.645	26.341	-0.023	0.083	0.066
Si	6.166	16.264	31.025	-0.026	-0.08	0.025
Si	0.392	7.78	23.738	-0.047	0.059	-0.024
Si	-1.864	20.149	28.526	-0.051	-0.049	0.072
Si	2.813	20.218	26.025	0.107	-0.024	-0.09
Si	5.496	12.403	26.556	-0.16	-0.019	0.102
Si	7.252	13.755	30.919	-0.067	-0.074	0.066
Si	1.34	14.95	5.423	0.001	0.006	0.01
Si	4.096	1.329	5.472	0.011	-0.004	0.01
Si	1.368	4.071	5.521	0.006	0.003	0.023
Si	4.119	6.779	5.502	-0.01	-0.015	0.02
Si	1.344	9.542	5.454	-0.01	-0.012	0.007
Si	4.086	12.255	5.392	0.002	-0.006	-0.001
Si	6.812	14.936	5.37	0.003	0.001	0
Si	9.529	1.33	5.402	0.02	0.003	0.004
Si	6.795	4.066	5.471	-0.004	-0.011	0.009
Si	9.523	6.826	5.478	-0.007	0.001	0.017
Si	6.808	9.541	5.45	-0.019	-0.01	0.002
Si	9.541	12.237	5.374	0.003	0.005	-0.004
Si	12.19	14.96	5.427	0.012	0.006	0.011
Si	14.961	1.362	5.462	-0.001	-0.011	0.004
Si	12.269	4.064	5.482	0.017	0.016	0.013
Si	14.941	6.833	5.475	-0.019	-0.01	0.018
Si	12.217	9.543	5.408	-0.024	0.007	0.006
Si	14.934	12.271	5.409	-0.008	0.01	-0.001
Si	2.709	16.298	6.8	-0.007	0.003	0.001
Si	5.44	2.706	6.828	-0.013	0.004	0.001
Si	2.737	5.437	6.852	-0.001	-0.002	0.009
Si	5.462	8.175	6.824	0	0.007	0.004
Si	2.73	10.901	6.783	0.007	-0.001	0
Si	5.449	13.602	6.764	-0.002	-0.001	0.001
Si	8.158	16.298	6.762	-0.003	0.002	-0.006
Si	10.876	2.695	6.793	0	-0.007	0
Si	8.167	5.436	6.813	0.009	-0.006	-0.003
Si	10.882	8.193	6.813	0.001	-0.004	0.002
Si	8.183	10.9	6.779	0.008	-0.004	-0.002
Si	10.86	13.588	6.786	-0.002	0.005	0.001
Si	13.58	16.311	6.785	-0.007	0.003	0.003
Si	-0.001	2.702	6.845	0.009	0.008	0
Si	13.602	5.451	6.834	0.011	-0.001	0.003
Si	-0.003	8.18	6.823	0.001	0	0.01
Si	13.584	10.899	6.772	-0.005	-0.004	0
Si	-0.017	13.601	6.79	0	0.005	0.007
Si	1.363	17.657	8.181	-0.014	-0.009	0.002
Si	4.085	4.062	8.195	-0.012	-0.005	-0.001
Si	1.365	6.815	8.177	0.023	0.005	0.002
Si	4.081	9.535	8.158	0.008	-0.004	0.002
Si	1.358	12.248	8.147	-0.011	-0.003	-0.006
Si	4.088	14.949	8.146	-0.009	0.011	-0.007
Si	6.815	17.661	8.153	-0.009	0.011	-0.004
Si	9.525	4.066	8.158	-0.015	0.003	0.003
Si	6.815	6.803	8.176	-0.006	-0.007	-0.007
Si	9.523	9.545	8.166	0.012	0.003	0.002
Si	6.807	12.248	8.138	0.008	0	-0.008
Si	9.506	14.95	8.146	0.004	-0.005	-0.002
Si	12.238	17.671	8.16	0.01	0.005	0.001
Si	-1.352	4.088	8.185	0.016	0.018	0
Si	12.229	6.813	8.172	-0.014	-0.017	-0.005
Si	-1.38	9.54	8.154	0.001	-0.006	-0.008
Si	12.233	12.245	8.149	-0.006	-0.005	0.002
Si	-1.375	14.958	8.152	-0.001	-0.001	0.001
Si	-0.012	16.307	9.525	0.006	0.002	-0.002
Si	2.719	2.704	9.541	0.002	0.007	0.002
Si	0.01	5.448	9.536	0.004	-0.003	-0.002
Si	2.727	8.174	9.526	-0.016	-0.004	-0.001
Si	-0.006	10.89	9.509	0.004	-0.003	0.002
Si	2.722	13.6	9.512	0.008	0.002	-0.002
Si	5.441	16.314	9.513	-0.001	-0.004	-0.004
Si	8.164	2.709	9.518	0.006	-0.004	-0.005
Si	5.45	5.439	9.531	-0.006	-0.003	-0.006
Si	8.174	8.17	9.525	0.006	-0.004	-0.002
Si	5.452	10.888	9.509	-0.003	-0.002	-0.005
Si	8.155	13.599	9.517	-0.013	0.003	0.001
Si	10.873	16.308	9.509	-0.003	0.001	-0.003
Si	13.595	2.719	9.522	0	0.007	-0.005
Si	10.873	5.44	9.52	0.001	-0.003	0.001
Si	13.595	8.172	9.524	0.001	0	-0.003
Si	10.884	10.892	9.526	-0.005	-0.003	0
Si	13.591	13.599	9.514	0.005	-0.001	-0.001
Si	1.356	14.953	10.879	-0.009	0	0.002
Si	4.086	17.669	10.89	-0.003	0.005	-0.001
Si	1.363	4.077	10.892	0.003	-0.001	0.002
Si	4.086	6.803	10.882	0.004	0.004	-0.004
Si	1.353	9.529	10.871	0.008	-0.009	-0.001
Si	4.087	12.243	10.869	-0.004	-0.003	-0.001
Si	6.798	14.959	10.878	-0.009	0.005	-0.002
Si	9.524	17.671	10.876	-0.005	0.006	0
Si	6.81	4.075	10.884	-0.004	-0.004	-0.003
Si	9.526	6.805	10.888	-0.007	-0.006	0.001
Si	6.808	9.526	10.879	-0.005	-0.006	-0.001
Si	9.519	12.246	10.883	0.008	-0.002	0.002
Si	12.231	14.955	10.876	0.002	-0.003	-0.002
Si	-1.365	17.678	10.881	0.01	0	0.002
Si	12.234	4.081	10.877	0.002	0.01	0
Si	-1.361	6.809	10.879	0.011	-0.004	0.001
Si	12.237	9.527	10.888	-0.007	0	0.002
Si	-1.367	12.243	10.876	0	0.005	-0.002
Si	2.711	16.315	12.243	0.004	-0.002	0.004
Si	5.45	2.715	12.244	-0.005	0.003	0.002
Si	2.728	5.44	12.243	0.002	-0.005	0.002
Si	5.451	8.161	12.237	-0.007	-0.004	0.002
Si	2.723	10.883	12.221	-0.003	0.004	0.002
Si	5.441	13.6	12.238	0.005	0.007	0.001
Si	8.164	16.315	12.237	-0.001	-0.001	-0.002
Si	10.878	2.716	12.235	0.001	-0.007	-0.001
Si	8.166	5.441	12.243	-0.006	0	0.002
Si	10.886	8.163	12.253	0.007	-0.008	0.007
Si	8.17	10.878	12.245	-0.002	0.002	0.001
Si	10.878	13.6	12.248	-0.008	0.006	0.004
Si	13.59	16.316	12.234	-0.005	0.005	0.001
Si	-0.006	2.719	12.244	0	0.016	0.003
Si	13.594	5.445	12.23	0	-0.003	0.001
Si	-0.003	8.171	12.236	0.005	0.004	0.006
Si	13.594	10.889	12.245	0.006	-0.01	0.003
Si	-0.009	13.597	12.239	0.008	-0.008	0.005
Si	1.351	17.678	13.607	-0.006	0.007	0.008
Si	4.092	4.079	13.603	0.01	-0.004	0.001
Si	1.36	6.807	13.587	-0.002	0	0.007
Si	4.089	9.529	13.58	-0.004	-0.01	-0.003
Si	1.355	12.227	13.583	0.011	-0.006	0.001
Si	4.072	14.952	13.595	-0.007	-0.006	0.008
Si	6.816	17.676	13.601	0.002	0.001	0.004
Si	9.529	4.081	13.598	0.002	-0.001	0.007
Si	6.809	6.801	13.604	-0.011	0.005	0.004
Si	9.528	9.521	13.618	-0.003	-0.002	0.005
Si	6.815	12.249	13.595	-0.013	-0.003	0
Si	9.519	14.961	13.607	-0.003	0.005	0.004
Si	12.23	17.672	13.595	0.003	0.007	0.01
Si	-1.379	4.079	13.59	0.001	0.004	-0.001
Si	12.254	6.803	13.608	0.003	-0.006	0.006
Si	-1.368	9.524	13.6	0.002	0.005	0.006
Si	12.233	12.242	13.615	-0.007	0.01	0
Si	-1.376	14.956	13.597	0.009	-0.001	0.001
Si	-0.03	16.321	14.959	-0.004	0.002	0.002
Si	2.724	19.04	14.956	0	0.005	-0.002
Si	-0.027	5.457	14.93	0.003	-0.007	-0.002
Si	2.728	8.173	14.935	0.001	0.006	0.005
Si	-0.005	10.879	14.953	0.006	-0.004	-0.005
Si	2.704	13.584	14.942	-0.006	-0.001	-0.002
Si	5.45	16.306	14.941	-0.006	0.006	-0.003
Si	8.181	19.038	14.962	0	0.001	0.001
Si	5.453	5.438	14.967	0.001	-0.008	-0.011
Si	8.173	8.151	14.973	-0.006	-0.012	-0.001
Si	5.454	10.886	14.937	0.001	0.006	-0.006
Si	8.176	13.594	14.974	0.006	-0.001	-0.005
Si	10.876	16.319	14.968	-0.001	0	-0.004
Si	-2.737	19.033	14.952	0.005	0.012	0
Si	10.899	5.431	14.959	0.002	0	-0.002
Si	-2.718	8.172	14.978	0.004	-0.005	-0.003
Si	10.883	10.883	14.991	0.002	-0.004	0.006
Si	-2.734	13.608	14.975	0.001	-0.001	0.005
O	-1.793	20.376	30.136	0.254	-0.461	0.38
O	-3.926	19.844	32.555	0	-0.221	0.009
O	3.043	9.681	26.29	-0.056	0.226	-0.624
O	2.563	18.965	25.016	-0.539	-0.446	0.055
O	9.508	17.713	23.52	0.227	0.101	0.096
O	9.097	11.725	22.92	-0.063	0.126	0.304
O	1.63	15.616	22.913	0.129	0.36	0.072
O	0.828	9.2	23.089	-0.063	0.174	0.349
O	5.1	8.273	25.502	-0.331	-0.133	-0.179
O	-5.783	11.204	32.146	0.185	-0.386	-0.004
O	-0.516	12.431	32.6	0.377	0.517	-0.358
O	-5.048	18.363	25.241	0.229	-0.167	0.362
O	3.718	12.773	33.224	-0.03	-0.049	-0.236
O	7.708	16.7	30.923	-0.108	0.071	-0.22
O	-3.416	22.051	31.317	-0.047	0.341	0.081
O	2.797	8.462	32.522	0.306	-0.075	-0.231
O	-5.599	22.005	32.585	-0.248	-0.164	-0.303
O	7.047	12.226	31.364	0.239	-0.046	0.108
O	-3.453	9.687	23.256	0.312	0.277	0.088
O	-4.121	9.01	25.702	-0.021	-0.132	-0.086
O	6.643	7.706	29.544	-0.003	-0.373	0.62
O	-0.513	16.149	32.154	0.291	0.002	0.02
O	2.806	21.608	25.187	-0.157	0.553	0.4
O	2.067	20.604	22.847	0.18	-0.36	0.196
O	3.962	6.156	22.928	0.203	-0.032	0.24
O	-1.703	17.267	23.063	-0.061	-0.533	0.192
O	0.561	17.096	27.741	0.301	-0.076	0.021
O	-1.385	11.878	23.227	0.053	-0.513	0.19
O	4.83	17.728	25.398	0.278	-0.514	-0.136
O	2.68	10.878	22.219	-0.089	-0.109	0.509
O	9.002	7.562	33.128	-0.047	-0.117	-0.478
O	8.832	18.333	26.096	0.001	-0.084	0.52
O	-0.782	21.989	31.976	0.303	-0.076	-0.205
O	3.744	17.634	22.963	-0.286	-0.334	0.237
O	1.545	13.761	24.761	-0.055	-0.372	-0.248
O	-0.679	20.981	27.826	-0.061	0.445	-0.65
O	7.028	10.079	23.01	-0.531	0.325	0.305
O	4.381	8.466	30.514	-0.209	0.298	-0.056
O	9.384	6.727	23.268	0.097	-0.384	0.205
O	-7.206	12.811	33.503	0.099	0.157	-0.107
O	4.421	22.711	32.158	0.01	0.109	-0.317
O	-1.487	14.056	30.747	-0.085	0.124	-0.601
O	9.361	9.341	23.973	0.404	0.196	-0.231
O	0.316	7.802	25.351	0.083	-0.407	0.361
O	5.489	8.115	22.139	-0.01	-0.009	0.598
O	-4.356	10.628	30.051	-0.129	-0.191	-0.457
O	-1.307	16.389	29.602	-0.69	-0.098	-0.197
O	5.994	14.711	30.51	-0.602	-0.199	-0.616
O	-4.116	15.341	23.275	0.101	0.259	-0.023
O	10.239	14.587	27.968	0.436	0.039	0.033
O	-1.927	18.199	33.133	0.106	0.05	-0.196
O	-4.563	15.41	33.245	-0.025	-0.052	-0.271
O	1.752	19.601	32.031	-0.374	0.378	-0.188
O	5.308	10.884	26.042	0.379	-0.037	-0.497
O	8.08	20.726	27.009	-0.114	0.503	-0.095
O	5.362	17.351	30.157	0.478	0.536	-0.252
O	5.503	19.012	21.65	0.16	-0.073	0.256
O	-1.587	9.421	25.249	0.319	-0.078	-0.039
O	1.265	20.609	29.668	-0.045	0.448	0.245
O	-1.903	7.54	33.252	-0.118	-0.021	-0.19
O	-1.571	18.581	28.286	-0.2	-0.373	-0.214
O	4.266	12.815	27.537	0.06	0.079	0.205
O	6.377	21.096	32.963	-0.05	0.123	-0.397
O	-2.697	5.459	22.268	0.009	0.044	0.264
O	11.089	8.132	22.067	0.134	-0.141	0.304
O	6.176	10.246	30.065	-0.066	0.459	-0.45
O	-4.28	6.747	27.144	0.589	0.106	0.033
O	6.192	14.539	23.038	0.165	-0.114	0.342
O	-2.877	16.38	25.274	-0.078	-0.024	0.521
O	-5.537	20.408	30.661	0.251	0.126	-0.584
O	8.285	13.822	29.681	-0.301	-0.02	-0.6
O	0.907	10.219	33.187	-0.216	-0.208	-0.647
O	-4.375	19.929	23.171	-0.291	-0.305	0.06
O	-2.339	13.922	24.533	0.32	0.006	-0.298
O	6.479	18.609	27.272	0.301	-0.355	0.758
O	8.171	9.026	27.925	-0.357	0.281	-0.352
O	3.674	18.145	33.084	0.035	0.096	-0.322
O	2.37	6.85	30.516	-0.13	-0.537	0.1
O	9.863	16.072	25.662	-0.203	-0.037	-0.041
O	3.177	16.003	29.953	0.148	-0.072	0.042
O	5.534	13.393	25.293	0.323	0.218	0.003
O	-2.263	9.154	29.731	-0.231	0.198	-0.279
O	0.046	13.697	22.085	0.177	0.179	0.298
O	4.66	19.939	23.943	-0.118	0.29	-0.286
O	-3.322	9.435	32.168	-0.192	0.14	-0.128
O	7.979	16.218	22.17	-0.192	-0.183	0.288
O	1.58	13.258	27.287	-0.271	-0.134	0.239
O	7.758	14.491	32.288	0.089	0.537	-0.203
O	2.405	11.14	28.419	0.088	-0.227	0.556
O	9.643	18.171	30.191	0.22	-0.081	-0.553
O	7.019	19.694	24.921	0.048	-0.28	-0.076
O	8.819	6.509	28.521	0.387	0.217	0.227
O	-3.04	13.29	32.615	-0.401	-0.142	-0.351
O	1.886	16.26	25.491	0.289	0.26	0.245
O	-3.254	20.685	27.955	-0.057	0.118	0.273
O	-6.487	17.067	32.499	-0.172	0.332	-0.017
O	7.536	9.654	32.284	0.257	0.108	-0.427
O	-0.484	17.443	25.386	0.238	0.38	-0.156
O	10.779	13.541	22.162	-0.196	0.112	0.44
O	6.701	6.952	27.096	-0.217	-0.413	0.33
O	0.795	15.029	30.111	-0.08	0.066	-0.499
O	0.448	18.21	30.102	-0.153	-0.313	0.319
O	9.156	13.513	25.907	-0.042	0.121	-0.372
O	7.953	11.271	25.16	-0.272	-0.201	0.255
O	2.369	8.612	28.52	0.548	-0.089	0.199
O	0.079	19.01	22.171	-0.091	-0.109	0.363
O	-1.289	8.092	27.528	-0.37	-0.094	-0.002
O	8.502	20.438	29.517	-0.641	0.038	-0.078
O	2.81	13.434	29.641	0.405	-0.407	0.252
O	-0.174	14.97	26.371	-0.753	0.162	0.179
O	6.987	12.525	27.209	0.067	0.355	0.52
O	5.794	5.746	24.996	-0.286	0.145	0.327
O	-1.765	6.577	29.606	-0.086	-0.166	-0.304
O	4.216	19.881	26.796	0.346	0.366	0.244
O	2.375	14.588	32.074	0.056	0.137	-0.077
O	6.786	21.043	22.767	0.491	0.466	0.074
O	5.223	10.765	32.504	-0.461	-0.542	-0.218
O	9.384	11.305	27.328	0.374	0.127	-0.09
O	-3.043	11.461	25.18	-0.51	0.247	0.415
O	4.408	12.625	23.052	0.113	-0.143	0.342
O	4.133	17.446	27.905	-0.058	-0.331	-0.378
O	-5.581	9.029	27.829	0.197	-0.059	0.198
O	10.01	7.518	25.742	-0.174	-0.249	0.087
O	9.473	10.489	29.762	-0.505	-0.256	0.154
O	-6.228	15.544	30.374	0.315	0.006	0.283
O	-1.002	7.277	23.086	-0.344	0.38	0.421
O	3.048	18.651	29.96	0.143	0.44	0.087
O	1.654	20.26	27.109	-0.147	-0.349	0.118
O	-0.548	12.448	25.725	0.048	-0.265	0.077
O	0.516	9.86	26.98	-0.004	0.39	-0.105
O	-2.116	11.473	30.897	0.477	0.192	-0.273
O	8.483	19.717	32.061	0.086	-0.01	-0.009
O	-4.589	14.367	25.771	0.403	-0.563	0.3
O	-2.57	18.989	24.878	0.266	0.432	-0.057
O	0.185	8.209	29.781	-0.015	0.203	0.646
O	7.537	7.708	24.767	-0.029	0.09	-0.161
O	5.564	16.32	32.521	-0.081	-0.191	-0.066
O	-5.79	21.003	27.807	0.271	-0.335	0
O	1.521	6.727	23.341	-0.093	0.116	-0.257
O	5.03	9.162	27.997	-0.023	-0.095	0.068
O	-4.312	20.894	25.598	-0.001	0.291	-0.232
O	-5.66	12.917	30.064	0.33	0.147	-0.011
O	1.244	6.367	28.167	-0.068	0.216	-0.6
O	3.828	14.973	24.156	0.222	0.38	0.183

Results
total energy: -101654.159 eV
total energy less fixed offsets of O -438.35, Si -107.03 eV per atom: -0.959 eV
